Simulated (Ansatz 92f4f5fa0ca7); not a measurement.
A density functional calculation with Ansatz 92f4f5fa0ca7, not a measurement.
Periodic cell of 236 atoms, Si145O89P2, from a study of silicon, its oxide and their interface. The atomic structure is a simulated model.

Settings: functional PBE; potential files Ansatz PAW; basis plane waves; wave-function cutoff 700 eV; density cutoff ratio 5; exchange-correlation grid ratio 1; k mesh 2 x 2 x 1, shifted by 0.5 0.5 0.5 of a step; self-consistency stop 5e-08 eV per atom in the density residual; occupations fixed; spin none; net charge 0.

Cell vectors (angstrom)
a, 11.6015, 0, 0
b, 0, 10.938, 0
c, 0, 0, 32.0622

Atoms: element, x, y, z (angstrom)
Si, -0.1904, -0.0661, 23.2679
Si, 3.678, 0.2114, 23.0909
Si, 7.5581, -0.1293, 23.4372
Si, 1.6911, 1.3759, 23.409
Si, 5.7415, 1.4126, 23.181
Si, 9.4512, 1.2319, 23.3554
Si, 0.1681, 5.3275, 23.4474
Si, 4.1253, 5.3016, 23.3845
Si, 8.0371, 5.6124, 23.536
Si, 2.1668, 6.5983, 23.361
Si, 5.9703, 6.7725, 23.4726
Si, 10.0104, 6.8744, 23.5884
Si, 1.9071, 2.6678, 25.3748
Si, 5.8342, 2.6588, 25.2486
Si, 9.637, 2.6907, 25.2564
Si, 11.6041, 4.0138, 25.3745
Si, 3.8958, 3.9771, 25.314
Si, 7.7464, 4.0941, 25.3332
Si, 1.9793, 8.1541, 25.1926
Si, 5.7793, 8.1714, 25.3584
Si, 9.7145, 8.2687, 25.4222
Si, 11.644, 9.5639, 25.2606
Si, 3.8707, 9.593, 25.0657
Si, 7.6938, 9.5256, 25.3997
Si, 11.6525, -0.0089, 27.2067
Si, 3.9034, -0.0528, 27.1195
Si, 7.7606, -0.0137, 27.2796
Si, 1.9875, 1.3148, 27.2741
Si, 5.8297, 1.3248, 27.2018
Si, 9.6982, 1.3344, 27.204
Si, 11.5954, 5.4712, 27.2332
Si, 3.849, 5.4222, 27.212
Si, 7.7145, 5.4606, 27.2586
Si, 1.9408, 6.8278, 27.1785
Si, 5.7621, 6.7997, 27.2671
Si, 9.6568, 6.8162, 27.2731
Si, 1.946, 2.7249, 29.1718
Si, 5.7957, 2.711, 29.1399
Si, 9.6817, 2.7234, 29.142
Si, 0.0119, 4.0974, 29.1617
Si, 3.8691, 4.0886, 29.166
Si, 7.7327, 4.0794, 29.1719
Si, 1.9448, 8.186, 29.1365
Si, 5.7917, 8.1927, 29.1729
Si, 9.6741, 8.2002, 29.1816
Si, 0.0112, 9.5584, 29.1495
Si, 3.8727, 9.569, 29.122
Si, 7.735, 9.547, 29.1885
Si, 0, 0, 31.0965
Si, 3.8672, 0, 31.0965
Si, 7.7343, 0, 31.0965
Si, 1.9336, 1.3673, 31.0965
Si, 5.8008, 1.3673, 31.0965
Si, 9.6679, 1.3673, 31.0965
Si, 0, 5.469, 31.0965
Si, 3.8672, 5.469, 31.0965
Si, 7.7343, 5.469, 31.0965
Si, 1.9336, 6.8362, 31.0965
Si, 5.8008, 6.8362, 31.0965
Si, 9.6679, 6.8362, 31.0965
Si, 1.9336, 2.7345, 0.9679
Si, 5.8008, 2.7345, 0.9679
Si, 9.6679, 2.7345, 0.9679
Si, 0, 4.1018, 0.9679
Si, 3.8672, 4.1018, 0.9679
Si, 7.7343, 4.1018, 0.9679
Si, 1.9336, 8.2035, 0.9679
Si, 5.8008, 8.2035, 0.9679
Si, 9.6679, 8.2035, 0.9679
Si, 0, 9.5708, 0.9679
Si, 3.8672, 9.5708, 0.9679
Si, 7.7343, 9.5708, 0.9679
Si, 11.5879, -0.0154, 2.9561
Si, 3.8312, 0.0078, 2.9062
Si, 7.7346, -0.0091, 2.908
Si, 1.9089, 1.3845, 2.9238
Si, 5.7885, 1.329, 2.85
Si, 9.6537, 1.3549, 2.9092
Si, 11.5618, 5.4927, 2.8734
Si, 3.8686, 5.4885, 2.9095
Si, 7.7293, 5.4916, 2.8981
Si, 1.9071, 6.8171, 2.881
Si, 5.8043, 6.8471, 2.892
Si, 9.6523, 6.8828, 2.9221
Si, 1.9051, 2.839, 4.8107
Si, 5.7794, 2.6951, 4.7432
Si, 9.5911, 2.7584, 4.8171
Si, 11.5202, 4.1161, 4.7803
Si, 3.8891, 4.1281, 4.8492
Si, 7.6752, 4.1153, 4.8202
Si, 1.8838, 8.1566, 4.8174
Si, 5.7926, 8.2577, 4.7901
Si, 9.6403, 8.2144, 4.8929
Si, 11.598, 9.6071, 4.9724
Si, 3.8123, 9.4957, 4.7943
Si, 7.7313, 9.6361, 4.8998
Si, 11.6228, 0.2574, 6.8531
Si, 3.7739, -0.0375, 6.6613
Si, 7.7514, 0.0514, 6.9085
Si, 2.0664, 1.5176, 6.7412
Si, 5.7326, 1.2758, 6.6386
Si, 9.6669, 1.5287, 6.8421
Si, 11.4037, 5.5302, 6.6502
Si, 3.908, 5.4815, 6.8408
Si, 7.7087, 5.5988, 6.6726
Si, 1.8641, 6.7133, 6.7008
Si, 5.8033, 6.9705, 6.7439
P, 9.5913, 6.9269, 6.7834
O, 7.7495, 9.9399, 8.2268
O, 7.5354, 4.7837, 8.1115
O, 3.3841, 10.3854, 8.2192
O, 1.8135, 7.6908, 8.0384
O, 3.9986, 4.6071, 8.2776
O, 9.7955, 2.477, 8.2197
O, 2.6228, 2.3639, 8.0993
O, 11.2969, 4.6643, 8.0529
O, 5.3731, 2.4028, 7.8059
O, 5.9258, 7.9619, 8.0872
O, 11.4002, 10.6175, 8.4086
O, 11.2768, 10.0807, 21.7907
O, 3.2479, 10.7455, 21.5038
O, 5.7754, 7.7821, 22.1584
O, 4.229, 4.4555, 21.9336
O, 7.6864, 9.6907, 22.1792
O, 10.3028, 7.6702, 22.1605
O, 1.6169, 2.405, 22.1077
O, 5.9534, 2.4461, 21.8711
O, 8.4569, 4.7209, 22.194
O, -0.0585, 4.4634, 22.0243
O, 2.3534, 7.4136, 21.931
O, 9.1461, 1.8933, 21.8599
Si, 1.9319, 7.9549, 9.6235
Si, 5.0639, 0.6196, 17.6593
Si, 2.4993, 5.466, 14.0018
Si, 10.5992, 3.9193, 14.0336
Si, 8.3131, 2.4303, 15.2482
Si, 9.5625, 2.2545, 20.3325
Si, 10.5122, 3.68, 9.0813
Si, 0.1013, 2.4124, 11.5704
Si, 11.058, 8.188, 15.4362
Si, 5.1852, 6.9711, 13.9775
Si, 5.7685, 2.662, 11.089
Si, 8.5819, 7.675, 19.3697
Si, 8.1264, 4.8555, 20.6092
Si, 5.9571, 9.6304, 15.1709
Si, 2.1207, 7.6601, 20.3425
Si, 1.9489, 4.9098, 18.7929
Si, 4.5125, 3.468, 17.999
Si, 8.5167, 8.9656, 16.8097
Si, 0.8787, 9.5796, 13.3889
Si, 9.9959, 10.8024, 11.8336
Si, 5.3601, 3.7141, 21.0043
Si, 0.6011, 5.5469, 16.2687
P, 10.9398, 9.2822, 9.2394
Si, 6.5711, 8.8991, 21.2808
Si, 7.1346, 7.1482, 11.4835
Si, 2.7215, 0.7652, 12.2144
Si, 10.8863, 8.6814, 21.0287
Si, 6.0618, 4.3682, 15.6214
Si, 7.1136, 0.5444, 12.9715
Si, 4.0655, 2.9924, 8.5879
Si, 0.8661, 6.8612, 11.9239
Si, 6.6422, 9.0642, 9.066
Si, 0.6801, 3.2996, 21.1337
Si, 9.8066, 6.5927, 12.922
Si, 7.7484, 4.5879, 9.7144
Si, 4, 10.0957, 20.1938
Si, 4.29, 3.1026, 13.4939
Si, 3.9217, 10.033, 9.7258
Si, 8.0814, 0.8229, 18.0117
O, 11.6029, 3.3404, 12.898
O, 9.3567, 4.4558, 9.9464
O, 8.8075, 3.607, 19.8443
O, 4.0773, -0.0398, 18.7826
O, 11.3243, 4.5637, 15.3324
O, 10.0618, 9.9485, 10.4312
O, 3.8193, 1.5932, 13.0983
O, 0.7051, 9.1133, 14.9425
O, 6.4986, 1.0538, 18.3379
O, 4.7728, 3.1791, 19.5892
O, 6.3091, 1.2459, 11.7265
O, 0.7934, 9.0933, 10.0069
O, 5.6612, 4.3457, 17.2139
O, 8.4209, 7.2394, 12.4517
O, 4.4069, 2.6239, 10.1491
O, 2.0764, 5.6598, 15.5619
O, 3.4243, 0.0327, 10.9447
O, 5.8777, 7.2341, 12.5167
O, 2.3291, 6.3649, 19.3972
O, 0.6739, 4.9629, 17.7823
O, 8.4683, 10.7654, 12.3962
O, 5.5377, 10.119, 9.6351
O, 0.5947, 8.1902, 20.196
O, 9.7808, 2.6469, 14.6106
O, 2.0728, 10.6624, 13.283
O, 9.9844, 9.1562, 16.154
O, 6.1687, 10.389, 13.735
O, 7.4556, 1.6307, 14.13
O, 1.6708, 3.9236, 20.0326
O, 5.9336, 5.8356, 14.9069
O, 7.3879, 8.9948, 15.6483
O, 1.5459, 1.6895, 11.5937
O, 7.2476, 8.356, 10.3957
O, 4.3292, 2.0194, 17.2548
O, 7.0051, 3.2319, 10.2082
O, 11.5682, 7.0346, 16.4524
O, 8.2538, 10.174, 17.8301
O, 3.4053, 8.5098, 10.0294
O, 7.6115, 3.8779, 15.5158
O, 3.1606, 4.3395, 17.8915
O, 2.921, 3.9469, 13.6445
O, 1.3349, 8.2996, 12.5082
O, 1.223, 5.7592, 13.0469
O, 5.0134, 8.3452, 14.8439
O, 11.1834, 2.4096, 20.3179
O, 11.0325, 10.1635, 12.9089
O, 5.3195, 3.6384, 12.3294
O, 5.1004, 3.26, 14.8912
O, 6.4946, 4.8128, 20.5508
O, 8.4761, 1.6111, 16.6432
O, 10.4219, 1.4035, 11.5551
O, 10.8625, 6.7519, 11.6805
O, 3.2416, 8.7129, 19.8268
O, 1.6338, 6.6106, 10.5049
O, 7.1687, 8.1885, 19.967
O, 8.4845, 7.6153, 17.737
O, 3.6855, 6.4842, 13.6218
O, 9.6123, 5.0325, 13.3501
O, 5.5292, 9.9956, 20.7273
O, 10.3474, 7.4553, 14.1759
O, 8.7908, 6.1645, 19.9254
O, 7.1116, 5.7782, 10.6106
O, 5.3058, 10.5858, 16.3471
O, 9.0718, 1.1536, 19.2525
O, 11.6361, 3.2178, 10.1579
O, 9.7419, 8.7157, 19.8671

Results
free energy: -144322.746 eV
free energy less fixed offsets of O -569.03, P -756.45, Si -635.61 eV per atom: -2.726 eV

Forces (eV/angstrom), in the order of the atoms: element, x, y, z
Si, 0.0051, -0.0333, -0.0191
Si, -0.037, -0.0538, -0.0017
Si, 0.0498, -0.0496, -0.0609
Si, -0.0496, 0.0376, -0.0305
Si, 0.0768, 0.062, 0.005
Si, -0.0288, 0.036, -0.0317
Si, -0.0764, -0.0287, -0.0375
Si, -0.0084, -0.014, -0.0685
Si, 0.0383, -0.0672, 0.0025
Si, -0.005, 0.0671, 0.0096
Si, -0.0801, 0.0399, -0.0272
Si, 0.0327, 0.0215, -0.0695
Si, 0.0102, -0.0557, -0.0063
Si, 0.0463, -0.0695, -0.0163
Si, 0.0132, -0.0856, -0.02
Si, 0.0137, 0.0674, -0.0102
Si, -0.0006, 0.0659, 0.0209
Si, -0.0176, 0.0861, -0.0085
Si, 0.0061, -0.0906, 0.012
Si, -0.0223, -0.0739, -0.006
Si, 0.0067, -0.0547, -0.0014
Si, 0.0391, 0.0684, -0.0166
Si, 0.016, 0.0992, -0.0054
Si, -0.005, 0.057, -0.0158
Si, -0.0141, -0.0504, 0.0053
Si, -0.0223, -0.0463, 0.0119
Si, -0.017, -0.0339, -0.0014
Si, -0.0058, 0.0462, 0.0016
Si, -0.0192, 0.0463, 0.0175
Si, -0.0198, 0.0397, 0.0126
Si, 0.0157, -0.0472, 0.0059
Si, 0.0007, -0.0398, -0.006
Si, 0.0157, -0.0423, 0.0035
Si, 0.0252, 0.0466, 0.0121
Si, 0.0027, 0.0451, 0.001
Si, -0.0011, 0.0336, -0.0057
Si, 0.0065, -0.0298, 0.0032
Si, -0.0013, -0.0288, 0.003
Si, 0.0022, -0.0271, 0.007
Si, 0.0029, 0.0323, 0.0097
Si, -0.0006, 0.0285, 0.0058
Si, -0.0049, 0.0278, 0.0058
Si, 0.0068, -0.0252, 0.007
Si, -0.0102, -0.0213, 0.0056
Si, 0.0004, -0.0211, 0.0027
Si, 0.0028, 0.0304, 0.0062
Si, 0.0027, 0.0278, 0.0037
Si, 0.0049, 0.0299, 0.0028
Si, 0.0274, -0.0157, -0.0703
Si, -0.0089, -0.0334, -0.2262
Si, -0.0268, -0.0025, 0.1021
Si, -0.0035, -0.0274, 0.0897
Si, -0.0071, 0.0356, -0.1146
Si, 0.0114, -0.0083, -0.0981
Si, 0.0091, -0.0717, -0.0134
Si, 0.0157, -0.0172, -0.0186
Si, -0.0063, -0.0899, -0.0001
Si, 0.0089, 0.0154, -0.1073
Si, -0.0353, -0.0318, 0.0949
Si, 0.0361, -0.0635, 0.1174
Si, -0.0607, -0.043, 0.0934
Si, -0.0188, -0.0183, -0.1948
Si, 0.0247, -0.0462, 0.0627
Si, -0.0725, 0.0344, -0.0983
Si, 0.0118, 0.0447, 0.1247
Si, 0.0319, 0.0847, 0.0716
Si, -0.0014, 0.0013, -0.0748
Si, 0.0174, 0.0456, -0.062
Si, -0.0478, 0.0527, -0.0167
Si, -0.0123, 0.0474, 0.2316
Si, -0.0751, -0.0266, 0.0219
Si, 0.0281, -0.0237, 0.0266
Si, 0.0125, -0.0493, 0.0007
Si, -0.0121, -0.063, 0.0297
Si, 0.009, -0.0462, 0.0064
Si, -0.0156, 0.0393, 0.0059
Si, 0.0163, 0.045, 0
Si, -0.0088, 0.0548, -0.0132
Si, -0.0219, -0.0572, -0.0056
Si, 0.0141, -0.0365, -0.0133
Si, 0.0096, -0.0567, -0.012
Si, -0.0149, 0.0522, -0.0012
Si, -0.0075, 0.0386, 0.0108
Si, 0.0111, 0.0159, -0.033
Si, -0.038, -0.0585, -0.0178
Si, 0.0702, -0.0655, 0.0006
Si, 0.0131, -0.0572, 0.0163
Si, 0.0228, 0.0494, -0.0131
Si, 0.03, 0.0802, 0.0278
Si, -0.0248, 0.0635, 0.0002
Si, 0.003, -0.0536, -0.0003
Si, 0.0173, -0.0557, -0.0261
Si, -0.0008, -0.0668, -0.0024
Si, -0.0049, 0.1012, 0.0078
Si, -0.0322, 0.0696, 0.0053
Si, 0.0329, 0.0684, 0.0175
Si, -0.0258, -0.0723, 0.0096
Si, -0.063, 0.0006, 0.0772
Si, 0.049, -0.0412, 0.0109
Si, 0.0679, 0.0279, -0.0116
Si, -0.115, 0.0654, -0.0072
Si, -0.0591, 0.0092, 0.0578
Si, -0.0469, -0.0091, -0.0012
Si, 0.0467, -0.0439, 0.0203
Si, 0.0151, -0.061, 0.04
Si, -0.0024, 0.0537, 0.0468
Si, -0.0105, 0.0644, 0.0691
P, -0.0256, 0.0232, -0.007
O, -0.0232, -0.0152, -0.0172
O, 0.0298, -0.0205, 0.0223
O, 0.0687, -0.032, 0.0158
O, 0.0156, 0.0128, 0.0107
O, -0.0095, 0.0096, -0.045
O, 0.0044, 0.0271, -0.0167
O, -0.0103, 0.0198, -0.0183
O, -0.0181, -0.0317, 0.025
O, -0.0089, 0.0046, -0.0046
O, -0.0038, 0.0116, -0.0181
O, 0.0554, -0.018, -0.0309
O, 0.0019, -0.0093, 0.0323
O, 0.0548, -0.0231, -0.0032
O, 0.0422, 0.0239, 0.0136
O, 0.0264, -0.0261, 0.0065
O, -0.0419, -0.006, 0.0118
O, -0.0072, 0.036, 0.0012
O, -0.0185, 0.0197, 0.0036
O, -0.0329, 0.0052, 0.0237
O, -0.0346, -0.0036, -0.0083
O, 0.0374, -0.0183, 0.0169
O, -0.0238, 0.0059, 0.0139
O, 0.0404, 0.0192, -0.0073
Si, -0.002, 0.0058, -0.0027
Si, -0.003, -0.0003, 0.0031
Si, -0.0027, -0.0008, 0.0015
Si, 0.0005, -0.0042, -0.0009
Si, 0.0042, 0.0007, 0.0014
Si, 0.0033, 0.0018, 0.0019
Si, -0.0007, 0.0066, 0.0074
Si, -0.0003, 0.0072, -0.0081
Si, 0.0041, 0.0035, 0.006
Si, -0.0005, 0.0057, -0.001
Si, 0.0118, -0.0002, -0.0023
Si, -0.0061, 0, -0.0021
Si, -0.002, -0.0003, 0.0081
Si, -0.003, 0.0012, 0.0008
Si, 0.0086, 0.0077, -0.0086
Si, 0.0006, 0, -0.0004
Si, 0.0024, -0.001, -0.0008
Si, 0.0005, -0.0012, 0.0011
Si, -0.0051, -0.0016, -0.0058
Si, 0.0001, -0.0071, -0.0219
Si, -0.0032, 0.0213, -0.0026
Si, 0.0014, 0.0029, 0.0077
P, 0.0268, 0.0309, 0.0021
Si, -0.0081, 0.01, 0.0032
Si, 0.0043, 0.0039, -0.0041
Si, 0.0006, -0.0011, -0.004
Si, -0.0102, -0.0138, -0.0049
Si, 0.004, 0.001, 0.0064
Si, 0.0037, -0.0039, -0.0053
Si, 0.0143, -0.0153, 0.0114
Si, 0.0003, 0.0033, -0.0201
Si, 0.0026, 0.0241, 0.0056
Si, 0.0078, -0.0184, 0.0065
Si, -0.0004, 0.0014, -0.0107
Si, 0.0127, -0.014, -0.0079
Si, 0.0103, 0.0002, 0.0048
Si, 0.0039, -0.0006, 0.0006
Si, 0.0074, 0.0011, -0.0135
Si, -0.0024, -0.0014, 0.0054
O, -0.0123, 0.0025, -0.0037
O, -0.0164, -0.016, -0.0362
O, -0.0012, -0.0029, 0.0159
O, 0.0186, 0.0037, -0.0096
O, 0.0042, 0.0173, -0.0007
O, -0.0057, 0.0275, 0.0444
O, -0.0041, 0.013, -0.0153
O, -0.0214, -0.0129, -0.021
O, 0.0032, -0.0108, -0.0256
O, -0.0043, 0.0098, 0.0031
O, 0.0095, 0.0123, 0.0207
O, 0.0164, -0.0529, 0.003
O, -0.012, -0.0181, -0.0183
O, 0.002, -0.0166, -0.0149
O, 0.0105, 0.0155, -0.0136
O, -0.0216, -0.0005, -0.0212
O, -0.0024, -0.006, 0.0112
O, 0.0024, -0.0059, 0.0085
O, -0.012, -0.008, 0.0053
O, 0.0196, 0.0064, -0.0038
O, -0.0023, 0.0239, 0.0083
O, -0.0052, -0.0237, -0.0018
O, 0.0161, -0.0013, 0.0196
O, -0.0154, 0.0192, 0.0037
O, -0.0137, 0.0032, -0.0183
O, -0.0123, -0.0223, 0
O, 0.0123, 0.0051, 0.0091
O, 0.0158, -0.0049, -0.0039
O, -0.0074, 0.014, -0.0053
O, -0.014, -0.0025, -0.007
O, 0.0004, 0.0159, 0.011
O, -0.0001, -0.004, 0.0191
O, -0.0085, -0.0098, -0.0135
O, 0.0195, 0.0146, 0.0183
O, -0.0095, 0.0193, 0.007
O, 0.005, 0.0034, -0.0309
O, -0.0048, 0.0071, -0.0274
O, -0.0241, 0.0143, -0.0122
O, -0.01, -0.0202, -0.0054
O, 0.0068, -0.0069, 0.0221
O, 0.0149, 0.0186, 0.0085
O, -0.0196, 0.0045, 0.0172
O, 0.0139, 0.016, 0.0017
O, 0.0195, -0.0048, -0.0076
O, -0.0081, 0.0195, 0.0159
O, 0.0232, -0.0066, -0.0099
O, -0.0093, -0.0272, 0
O, 0.0097, 0.0282, -0.0047
O, 0.0045, -0.0242, 0.0008
O, -0.015, -0.0039, 0.0039
O, 0.0134, -0.0232, 0.0086
O, 0.0061, -0.0042, 0.0374
O, -0.0135, -0.0014, 0.0181
O, -0.0082, 0.0381, 0.0153
O, 0.024, -0.0007, 0.0037
O, 0.0048, 0.0229, 0.013
O, -0.0021, -0.0157, 0.0128
O, 0.0244, 0.0094, 0.0106
O, 0.0024, -0.025, -0.0108
O, 0.0164, -0.0012, 0.0056
O, -0.0051, 0.0089, 0.0047
O, 0.0168, 0.0067, 0.0064
O, 0.0148, 0.0022, 0.001
O, 0.0002, 0.0134, 0.0025
O, -0.0194, -0.0005, 0.0007
O, -0.0153, -0.0193, 0.0039

The program warned: the cutoff lies below the one the program advises for these potential files; the forces do not sum to zero within the program's tolerance; the exchange-correlation potential is rough where the density is thin.
